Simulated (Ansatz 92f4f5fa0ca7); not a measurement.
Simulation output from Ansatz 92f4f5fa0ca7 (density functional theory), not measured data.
Periodic cell of 197 atoms, Si117O80, from a study of silicon, its oxide and their interface. The atomic structure is a simulated model.

Settings: functional PBE; potential files Ansatz PAW; basis plane waves; wave-function cutoff 700 eV; density cutoff ratio 5; exchange-correlation grid ratio 2; k mesh 2 x 2 x 1, shifted by 0.5 0.5 0.5 of a step; self-consistency stop 5e-08 eV per atom in the density residual; occupations Fermi-Dirac, 0.05 eV; spin none; net charge 0.

Cell vectors (angstrom)
a 11.5983 0 0
b 0 11.5983 0
c 2.1319 3.6873 31.1599

Atoms: element, x, y, z (angstrom)
Si 9.2682 9.2264 2.1537
Si 9.1839 3.9822 1.306
Si 7.1507 6.5491 3.7476
Si 2.123 9.9687 2.5825
Si 0.5894 3.1534 1.6047
Si 1.5388 6.0516 2.3681
Si 3.0417 8.2927 1.1551
Si 4.8129 3.2588 1.7762
Si 5.0328 6.3487 2.484
Si -0.2216 9.9622 3.557
Si 0.4277 2.4582 3.8826
Si -0.476 6.3726 3.6968
Si 4.0727 10.1943 3.9082
Si 2.8466 2.5153 4.1131
Si 3.2809 6.3218 4.0164
Si 6.7258 10.2264 3.8217
Si 7.3875 2.746 3.6277
Si 9.1263 6.7995 2.4946
Si -0.3037 0.3857 4.9176
Si -0.3609 4.4285 5.075
Si -0.3728 8.2443 5.168
Si 3.5217 0.4967 5.2212
Si 3.3691 4.4501 5.3848
Si 3.4786 8.3266 5.304
Si 7.3582 0.6357 4.9249
Si 7.2537 4.5814 5.1083
Si 7.1803 8.3771 5.2401
Si -2.2838 0.5292 6.3174
Si 9.2477 4.4779 6.4272
Si -2.3655 8.3162 6.5098
Si 1.508 0.4021 6.4781
Si 1.4108 4.4947 6.6245
Si 1.4953 8.3065 6.627
Si 5.5118 0.6172 6.4793
Si 5.403 4.5026 6.5733
Si 5.3732 8.2691 6.7085
Si 9.2412 10.2557 7.8972
Si 9.3398 2.4803 7.7046
Si 9.2238 6.3886 7.924
Si 1.4432 10.2132 8.0245
Si 1.4717 2.4206 7.7432
Si 1.4816 6.3817 7.9977
Si 5.4607 10.2795 7.9489
Si 5.3868 2.5273 7.8169
Si 5.4307 6.362 8.0352
Si -0.5144 10.2442 9.4232
Si -0.3637 2.4455 9.1977
Si -0.4525 6.3603 9.3348
Si 3.4751 10.221 9.2535
Si 3.3812 2.4785 9.0974
Si 3.4558 6.336 9.2879
Si 7.3611 10.2399 9.4169
Si 7.3896 2.5416 9.0121
Si 7.3317 6.4926 9.4477
Si -0.4513 0.6479 10.7506
Si -0.3879 4.3527 10.6205
Si -0.5216 8.2404 10.7661
Si 3.4499 0.6031 10.5294
Si 3.4707 4.3478 10.5438
Si 3.3664 8.2737 10.6076
Si 7.3874 0.7529 10.5138
Si 7.372 4.3734 10.4909
Si 7.2993 8.387 11.032
Si 9.1609 1.4337 11.9173
Si 9.01 5.8057 13.3745
Si 9.3545 7.9687 12.3823
Si 1.5975 0.515 12.0004
Si 1.606 4.3499 11.9864
Si 1.4599 8.2119 12.0394
Si 5.0867 4.3666 13.9327
Si 5.4461 3.6993 11.6859
Si 5.0898 8.3174 12.171
Si 10.5878 9.9094 14.747
Si 9.2212 3.9428 11.8405
Si 12.4021 5.4953 15.6486
Si 1.8565 10.149 13.3271
Si 2.0058 2.4086 13.3018
Si 1.7397 6.2286 13.4734
Si 5.4071 12.8783 11.6459
Si 5.4219 0.5132 13.844
Si 4.0749 6.4436 13.5343
Si 8.62 12.3727 14.1018
Si 0.8372 3.0931 15.9308
Si 10.0442 5.5289 15.5376
Si 4.2956 10.0102 13.8206
Si 4.0723 2.3592 14.626
Si 5.0787 7.5893 15.3065
Si 9.5136 14.2694 16.4238
Si 7.074 6.2895 14.6451
Si 7.9638 7.1479 16.6429
Si 5.599 8.7069 20.5273
Si 8.1007 7.3555 21.7242
Si 15.0025 11.7079 18.6877
Si 1.3155 6.4195 18.6422
Si 10.3649 7.4428 19.8178
Si 10.7154 12.6586 21.1152
Si 2.9381 2.3371 16.7306
Si 12.9864 1.6227 22.5914
Si 15.3907 13.5796 20.977
Si 14.2152 9.0445 20.0626
Si 9.4613 9.4976 17.5887
Si 7.6983 3.4696 28.4094
Si 3.5191 15.7014 31.4712
Si 7.483 4.9153 30.8202
Si 10.5667 8.1835 22.6772
Si 0.5921 3.1117 30.9208
Si 10.4714 14.3561 23.4629
Si 9.542 5.6044 23.6035
Si 3.6361 4.4053 19.0943
Si 5.9692 11.7863 20.0447
Si 5.7511 2.6838 30.3208
Si 8.7681 12.4391 18.7481
Si 9.2976 3.7966 25.9411
Si 5.5935 6.7009 18.1838
Si 10.4174 5.4631 30.8128
Si 10.5341 3.7092 28.6037
Si 12.2113 10.4119 22.1842
O 7.807 9.9478 2.5374
O 10.7459 3.6656 1.0573
O 8.6965 3.183 2.6684
O 6.0947 2.6933 2.6096
O 3.5136 2.7133 2.5881
O 9.9055 8.7665 13.7767
O 9.6713 11.2173 14.5004
O 12.1783 10.1594 14.4424
O 9.5709 6.7794 16.5311
O 9.006 13.6707 15.001
O 0.7151 2.464 14.3999
O -0.4857 2.4673 16.7267
O 6.3408 4.7925 15.0008
O 10.5315 7.0361 31.1708
O -0.0404 4.5146 31.5089
O 5.7133 8.0873 19.0308
O 9.1417 5.2119 25.1415
O 3.2714 17.3011 31.7092
O 9.9927 12.9045 19.7027
O 6.115 10.2614 20.629
O 2.18 14.8702 31.0839
O 2.0249 11.3829 1.6642
O 1.5244 4.5162 1.7081
O 4.5332 7.6019 1.4769
O 4.6984 2.5832 0.2814
O 6.8238 3.4831 31.3036
O 5.3318 12.8211 30.8981
O 12.1752 13.4094 21.1559
O 9.259 15.8719 16.3072
O 7.055 11.9282 14.3114
O 13.5699 7.7837 19.2639
O 12.0932 2.4717 23.6794
O 10.1899 8.7305 18.8322
O 4.7329 9.2057 15.271
O 2.1888 5.155 19.2288
O 2.8638 0.7664 17.2976
O 6.5445 7.8042 21.5187
O 8.218 6.0613 22.7324
O 5.2456 12.806 21.1295
O 7.129 6.2855 17.7832
O 3.6343 3.4109 17.7867
O 8.0725 8.7355 17.1169
O 14.5408 13.6825 22.3786
O 9.8669 13.2776 22.3808
O 11.5236 9.3691 23.252
O 8.6207 13.5943 17.6118
O 13.2625 9.6601 21.2141
O 12.9611 11.6229 22.9906
O 9.0448 10.9918 18.0712
O 10.4977 9.5639 16.3361
O 7.8999 3.5769 26.794
O 15.5617 15.1026 20.4155
O 1.3719 6.3559 16.9988
O 3.9991 8.645 20.8694
O 9.6226 2.6088 24.8647
O 9.012 4.8609 31.3472
O 10.5995 6.8615 23.6346
O 14.4751 10.1901 18.9109
O 10.2497 4.2922 22.9262
O 14.5223 12.6738 19.9178
O 4.7448 7.0387 16.8274
O 5.0472 11.7291 18.6851
O -0.2632 6.324 19.1092
O 4.5071 3.7488 30.2026
O 11.1622 7.8325 21.1884
O 11.7715 2.9302 29.337
O 1.917 7.0642 1.0808
O 4.8417 5.4989 18.9725
O 8.9248 5.5973 1.3176
O 7.3974 4.9222 29.1649
O 7.4222 12.3731 19.6598
O 10.5789 3.8119 26.9845
O 4.9384 4.893 1.6558
O 9.1375 2.9231 29.0092
O 6.4669 2.4811 28.8463
O 0.1 1.8017 31.7511
O 8.9754 8.5761 22.4242
O 10.9785 11.0522 21.2981
O 8.8529 6.964 20.2898
O 10.5115 5.2515 29.1881

Results
free energy: -119883.043 eV
free energy less fixed offsets of O -569.03, Si -635.61 eV per atom: 5.727 eV
pressure: -0.86 GPa
stress xx, yy, zz, yz, xz, xy (GPa, positive in tension): 0.9, 1.31, 0.36, -0.03, -0.24, 0.11

Forces (eV/angstrom), in the order of the atoms: element, x, y, z
Si 0.3202 0.4967 -0.5029
Si -0.1973 -0.1369 -0.1625
Si -0.27 0.0265 -0.1414
Si 0.1289 0.3739 -0.399
Si -0.128 -0.1075 0.5721
Si -0.1676 0.0304 -0.13
Si -0.3505 -0.1773 -0.0701
Si -0.1083 0.0745 0.0485
Si -0.2134 -0.2078 0.1013
Si -0.185 -0.0457 0.1502
Si 0.0051 0.0263 0.0363
Si 0.4263 -0.0547 -0.1074
Si -0.1267 0.1873 0.4703
Si 0.3354 -0.0423 -0.1213
Si 0.0057 -0.0107 -0.1015
Si 0.3354 -0.2617 -0.0676
Si -0.0884 0.2501 -0.1965
Si -0.171 -0.4618 0.0954
Si 0.1237 0.1013 -0.1203
Si -0.0956 -0.0252 -0.1287
Si 0.0278 -0.0084 0.0101
Si 0.1668 -0.0276 -0.0256
Si 0.0513 -0.0298 -0.0704
Si -0.0008 0.0248 -0.0721
Si -0.0919 0.3151 0.0209
Si 0.0682 -0.0035 0.0162
Si -0.0368 -0.088 0.1084
Si 0.0524 -0.1384 0.0073
Si 0.1191 -0.003 0.0257
Si 0.0128 0.068 -0.0371
Si -0.0776 -0.0973 -0.0077
Si -0.0571 -0.0118 0.0434
Si -0.0453 0.0655 -0.0924
Si -0.1936 0.1141 0.0741
Si -0.0486 -0.0937 -0.0824
Si 0.0344 0.0422 -0.0779
Si 0.0166 -0.0004 -0.0252
Si -0.0825 0.0154 -0.0275
Si -0.0198 -0.0361 -0.0008
Si 0.0706 0.1206 0.0482
Si -0.0534 0.0813 0.0314
Si 0.1157 -0.0519 0.0233
Si -0.0775 -0.021 0.0322
Si 0.1493 -0.0759 0.1193
Si -0.0411 0.1219 0.0553
Si -0.0047 -0.0398 -0.0508
Si -0.1409 0.0352 -0.0972
Si -0.1062 -0.0179 0.0488
Si -0.1361 0.1222 -0.0023
Si 0.0454 -0.041 -0.0287
Si 0.0236 -0.0196 0.0838
Si 0.0319 0.0876 -0.0183
Si -0.0784 -0.0079 -0.0769
Si 0.1726 -0.1623 0.02
Si -0.1361 0.065 0.125
Si 0.1344 -0.0697 0.0047
Si 0.0023 0.1235 -0.1034
Si -0.1046 -0.0553 -0.1028
Si -0.0792 0.0546 0.0042
Si 0.0482 0.0432 -0.0468
Si -0.0324 0.0429 -0.1561
Si -0.0049 -0.1123 -0.1571
Si -0.0717 -0.1386 -0.0239
Si 0.0845 0.1619 0.0376
Si 0.2017 -0.163 0.0661
Si 0.325 0.0194 0.2753
Si 0.164 -0.0739 -0.2037
Si -0.0716 0.0521 0.0141
Si 0.0784 -0.248 0.183
Si 0.5163 0.0568 0.0989
Si 0.1631 -0.1531 0.1557
Si -0.185 -0.2451 0.2015
Si -0.0056 -0.0981 -0.0044
Si -0.0777 -0.1344 0.0046
Si 0.1957 0.3453 0.2753
Si -0.6741 -0.0586 -0.0491
Si -0.4097 0.0628 0.0108
Si -0.0712 -0.0547 -0.3743
Si 0.1023 0.1219 -0.1136
Si 0.592 0.144 -0.1011
Si -0.0505 0.6858 0.3122
Si 0.2916 0.3862 -0.5517
Si 0.2772 -0.2999 0.3108
Si -0.3692 0.5089 0.2183
Si 0.344 -0.6389 0.4782
Si -0.2926 -0.0937 0.1857
Si -0.7676 -0.5698 -0.6471
Si -0.4535 0.0983 0.1248
Si -0.5206 0.4235 0.3815
Si 0.774 -0.3 0.2098
Si -0.056 0.1877 -0.0464
Si -0.1126 0.0504 -0.1802
Si 0.1743 0.0391 0.0361
Si -0.0349 -0.0581 0.0393
Si -0.1097 0.0682 -0.0849
Si -0.0876 -0.0837 -0.2516
Si 0.0041 0.1114 -0.0231
Si 0.1206 -0.0333 -0.1782
Si 0.1246 -0.0653 -0.1146
Si 0.1362 0.1241 0.0331
Si -0.2233 -0.1586 0.0859
Si -0.0633 -0.0112 0.2723
Si -0.0458 -0.1288 -0.3559
Si 0.0569 -0.1297 -0.2103
Si -0.0141 0.0715 -0.1208
Si -0.0844 0.2263 -0.1014
Si -0.1078 -0.0558 0.1073
Si -0.0745 0.0691 0.0709
Si 0.0744 -0.1631 -0.0816
Si 0.0369 -0.0944 -0.0241
Si 0.2858 0.3299 -0.16
Si -0.2084 -0.0766 0.057
Si -0.0245 -0.0082 0.3723
Si 0.2263 0.0136 0.0601
Si -0.1146 -0.2647 -0.3084
Si -0.0661 0.0123 0.1951
Si -0.0181 0.0596 -0.0664
O -0.0578 -0.0742 0.2347
O 0.0674 0.1528 -0.0879
O -0.0624 -0.0793 0.1713
O 0.231 -0.1364 0.0925
O -0.2726 0.0122 0.164
O -0.132 -0.1126 -0.2837
O 0.077 -0.1344 0.1996
O 0.1618 0.0122 -0.0705
O 0.4295 -0.2424 0.0209
O -0.086 0.017 0.2413
O 0.2564 -0.0049 0.0445
O 0.192 0.0967 -0.115
O -0.0679 0.0122 -0.4411
O 0.1039 0.2105 0.2675
O 0.0042 -0.0361 0.0332
O -0.017 -0.07 -0.016
O 0.0338 0.0194 -0.1373
O 0.1201 0.014 -0.1275
O 0.052 0.0346 0.0607
O -0.0299 -0.0706 -0.0272
O 0.0772 -0.0325 0.102
O -0.0164 -0.1504 0.3362
O -0.0352 0.1679 -0.0545
O 0.0853 0.0466 0.0454
O -0.0545 0.1884 0.2642
O -0.0694 -0.0731 0.0169
O 0.0296 -0.2398 0.0873
O 0.001 -0.0217 0.1649
O 0.3064 -0.0235 -0.1858
O -0.7223 0.0357 0.1574
O 0.0146 -0.0568 -0.1181
O -0.061 0.0419 0.0367
O 0.005 0.0331 -0.0772
O 0.0031 0.3825 -0.2865
O -0.0837 -0.0015 -0.0413
O 0.0792 0.207 -0.0399
O 0.148 -0.0611 0.0565
O 0.0641 -0.0711 0.077
O -0.1519 0.0501 -0.012
O -0.1369 0.1667 0.0365
O -0.0995 -0.1553 -0.0232
O -0.1624 -0.049 -0.0955
O -0.1008 -0.04 0.0727
O 0.0444 0.1003 0.1126
O -0.0664 -0.0475 0.0025
O 0.1323 0.0238 -0.1288
O -0.0129 -0.0025 0.0129
O -0.0117 0.0369 0.0452
O 0.0764 0.0372 -0.0862
O 0.1528 -0.0236 -0.1758
O 0.1417 0.0268 -0.2326
O -0.0245 0.0162 -0.0278
O -0.112 -0.1689 -0.2251
O -0.0792 -0.0185 -0.02
O 0.0975 -0.0061 -0.2006
O 0.0609 0.0514 0.1028
O -0.0112 -0.0748 0.062
O -0.0653 -0.0418 0.0226
O 0.0313 0.0128 -0.0134
O -0.0398 -0.0102 0.0962
O 0.1126 0.1932 -0.1478
O -0.0577 -0.0188 0.0344
O 0.088 -0.0432 -0.0483
O -0.1307 0.0574 0.1229
O 0.0062 0.0085 0.1019
O 0.0128 -0.0107 0.0494
O 0.0678 -0.1342 0.1109
O -0.0288 0.0481 0.019
O 0.122 0.1441 0.0697
O 0.0484 -0.0914 0.0491
O 0.0958 0.0509 -0.0282
O -0.0765 0.0129 -0.227
O 0.094 0.0104 -0.0376
O 0.0431 0.0731 -0.175
O -0.0536 -0.0118 0.0379
O -0.1345 -0.2337 0.338
O 0.1021 -0.1057 0.0861
O 0.0523 0.0488 0.0882
O 0.0036 -0.0054 0.1196
O 0.0394 -0.0637 0.0838

The program warned: the cutoff lies below the one the program advises for these potential files.
